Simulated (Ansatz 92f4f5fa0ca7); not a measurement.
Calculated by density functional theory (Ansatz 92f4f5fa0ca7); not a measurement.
Periodic cell of 151 atoms, Si88O61N2, from a study of silicon, its oxide and their interface. The atomic structure is a simulated model.

Settings
functional: r2SCAN
potential files: Ansatz norm-conserving
basis: plane waves
wave-function cutoff: 1300 eV
density cutoff ratio: 4
exchange-correlation grid ratio: 1
k mesh: 2 x 2 x 1, shifted by 0.5 0.5 0.5 of a step
self-consistency stop: 5e-08 eV per atom in the density residual
occupations: Fermi-Dirac, 0.05 eV
spin: none
net charge: 0

Cell vectors (angstrom)
a  10.9176  -0.0709  0.0493
b  -0.0709  10.9694  0.0243
c  0.0979  0.0483  21.6974

Atoms and the computed forces on them: element, x, y, z (angstrom), force x, y, z (eV/angstrom)
Si  -0.1879  0.0379  0.3478  0.1576  1.2839  0.1221
Si  2.7276  2.3276  -0.0833  0.0286  1.5461  -0.146
Si  -0.4164  5.9142  0.211  -1.0851  0.0478  3.7056
Si  1.9076  9.0722  -0.6693  -0.3735  0.2737  0.531
Si  4.992  0.3055  -0.3453  1.6571  1.0192  -1.2451
Si  8.5586  2.048  -0.1258  0.7388  2.8346  0.1381
Si  5.0223  4.9841  -0.5281  -1.6463  -0.154  1.8359
Si  8.448  8.0509  -0.102  -1.6701  -0.5133  1.4178
Si  1.3515  1.4463  1.5154  -0.4928  -1.5314  -0.2071
Si  4.1966  3.665  1.1769  -0.991  0.6343  0.9671
Si  1.1512  7.4258  0.9191  0.6064  -0.938  1.1625
Si  3.5113  10.0974  0.9382  -0.4565  -1.456  2.2542
Si  6.8414  1.2223  1.025  -1.8832  -0.7625  1.9387
Si  9.683  3.8638  1.3466  -0.7098  -0.0098  -0.0025
Si  6.0624  6.908  1.3439  2.0585  1.3716  0.107
Si  9.2951  9.5977  1.5459  -0.0272  -0.8825  0.9782
Si  -0.0311  2.6674  2.8009  -0.0453  1.4666  0.1937
Si  2.6402  0.1962  2.9561  0.3139  0.2408  -1.4314
Si  -0.0486  8.345  2.8223  -0.5708  -0.0002  -1.0113
Si  2.9437  5.2705  2.6379  -0.9716  1.9226  -0.8075
Si  5.5576  2.5797  2.7166  0.8327  0.0936  -0.9853
Si  7.9815  0.003  2.8467  -0.1909  -0.3429  -1.795
Si  5.3046  8.1644  3.0502  -0.9627  0.9171  -1.6407
Si  8.2774  5.157  2.7974  -1.1066  -0.1118  -0.0325
Si  1.256  4.231  4.0407  0.8827  -0.5875  0.1669
Si  4.1888  1.4739  4.1925  -0.357  -0.7285  0.5816
Si  1.2504  9.7014  4.1589  1.1949  -1.3066  0.0178
Si  4.0378  6.7552  4.2619  -0.7687  -0.7532  0.474
Si  6.8289  3.8867  4.2746  0.832  -0.3192  -0.4155
Si  9.426  1.3007  4.1008  0.4745  -0.5523  1.0545
Si  6.748  9.5302  4.2165  -0.1664  0.219  0.8914
Si  9.5676  6.7563  4.25  -0.1485  -0.4265  -1.3809
Si  -0.0817  -0.1024  5.4102  -1.2903  1.1962  0.2079
Si  2.7069  2.9152  5.5137  0.3346  0.1005  -0.4574
Si  -0.0748  5.429  5.578  0.5168  0.4005  0.8721
Si  2.7647  8.3886  5.5751  -0.599  -1.1396  0.2039
Si  5.5036  -0.0242  5.6078  -0.1284  0.5316  -0.2004
Si  8.1845  2.4844  5.7608  -0.143  1.5204  -0.3923
Si  5.3765  5.2465  5.4783  0.3743  1.0575  0.5016
Si  8.1887  8.1164  5.5113  0.1995  1.1047  -0.5354
Si  1.1996  1.4563  6.5255  0.6953  0.0479  0.7364
Si  4.1761  4.0538  7.142  -1.195  1.2386  -1.3139
Si  1.4624  6.8515  6.9558  0.0327  -0.3037  -1.0745
Si  4.0034  9.8135  7.0426  -0.0805  0.3144  0.5726
Si  6.8204  1.2418  7.1469  -0.216  -0.0988  0.2342
Si  9.464  4.0351  7.1782  0.4306  -0.4877  -0.394
Si  6.8092  6.7855  6.6524  -1.6498  -2.7656  1.509
Si  9.4668  9.465  6.9385  0.5192  -0.2114  0.37
Si  0.0248  2.5377  8.2222  -0.3669  1.0217  -0.6536
Si  2.5913  0.3859  8.1024  -0.0982  -0.5684  -1.5074
Si  0.1829  8.2444  8.195  -0.9374  0.5918  0.2225
Si  2.7403  5.5806  8.4785  0.7733  -0.6852  -1.257
Si  5.3756  2.7056  8.514  0.976  0.0815  0.4032
Si  8.0887  -0.3205  8.4241  -0.1464  0.3714  -0.2278
Si  5.4246  8.7763  8.6831  1.1269  1.2861  -2.3231
Si  7.9435  5.4345  8.3783  -0.9671  -0.3244  -2.3795
Si  1.709  3.6828  9.4207  -0.5919  0.5337  1.5491
Si  3.4208  1.9956  9.5554  0.6505  -0.1206  0.4338
Si  1.0692  10.0819  9.344  0.7867  0.6439  -0.3151
Si  4.0828  6.6348  10.1201  -0.9886  1.1465  -0.592
Si  6.5192  4.4288  9.8928  -2.4098  0.7663  -0.6696
Si  10.098  0.6729  9.5097  0.6526  -1.3565  1.133
Si  4.3128  11.8019  12.4906  0.0579  -0.6487  -0.8833
Si  9.597  7.2891  9.7667  0.4401  0.4309  -0.1789
Si  -1.0148  5.3961  19.1049  2.5343  0.6116  0.7303
Si  8.8689  -1.9579  14.3138  0.8227  -1.5236  0.7824
Si  9.7723  1.5186  15.2889  -0.2189  0.9869  -1.5777
Si  8.1587  3.5329  12.4673  1.9524  0.5982  1.4792
Si  -3.757  0.698  16.5246  -0.5718  -0.0198  -0.3118
Si  5.8165  2.5615  14.6808  -1.8721  -0.5525  0.4188
Si  1.7558  7.4131  12.1433  0.9863  -0.1596  0.3733
Si  -0.0356  16.0831  11.7622  0.0142  0.3422  -1.8636
Si  11.6219  0.7243  17.3328  0.8484  -0.2711  1.8138
Si  2.5927  10.2263  12.1523  -0.5758  -0.6586  0.3893
Si  4.5043  7.4753  17.3695  1.1915  -0.9564  0.2024
Si  -0.799  -2.0167  11.8229  0.7403  -0.6343  1.9731
Si  -1.8197  7.5455  18.4575  -0.7567  0.8962  0.973
Si  7.0948  11.4737  13.3799  -1.0504  2.2837  0.8931
Si  7.1943  6.9054  16.0911  0.1946  -0.2683  -1.1892
Si  5.6252  9.9594  18.5569  -2.5201  -0.055  0.489
Si  -0.1477  -10.8748  12.4651  1.352  2.164  -1.7257
Si  7.6679  4.0179  14.6361  0.6672  -1.1052  -1.7431
Si  -8.0913  9.6597  17.9031  0.0652  2.69  0.134
Si  -1.0806  10.2845  16.8227  -0.2498  -1.1778  1.5962
Si  5.9105  3.1966  17.5204  -0.2718  -1.6801  1.3201
Si  12.4181  -7.4881  18.9564  0.8296  -1.0544  -0.2593
Si  7.832  4.2847  19.5966  -1.6792  -1.9906  -0.4299
Si  3.5946  4.6821  18.66  -0.6955  -0.7676  -0.0962
O  2.3221  -2.0582  -2.3227  -0.0865  0.2286  0.1798
O  -2.9507  -4.0053  17.4825  -0.201  0.3768  -0.6371
O  4.2109  -0.3922  18.1075  0.0596  -0.6586  -0.0844
O  1.8139  -0.3914  17.1821  1.2329  -0.629  0.7283
O  0.1067  4.4006  18.3777  -0.6248  -0.1455  0.287
O  1.7963  3.0856  20.5111  -0.167  0.3122  -0.5068
O  2.4247  6.585  23.3333  0.7438  -1.2163  0.3459
O  4.0304  12.6178  20.8711  0.1753  -1.5947  -0.0296
O  3.3576  -2.5338  16.9051  -0.3355  -0.6508  -0.2154
O  3.7323  5.1706  -1.5233  1.0541  0.1974  -0.0828
O  5.6696  -3.836  16.1772  -0.1805  0.0169  0.377
O  9.8207  1.0651  21.2436  1.3945  -1.4084  -0.2388
O  5.0415  6.3595  22.1003  -0.7051  0.2884  -1.2917
O  7.0738  5.7246  23.5263  1.0634  -0.4166  0.848
O  6.5903  4.6653  20.6701  1.7568  0.3952  -2.0021
O  3.8504  6.0027  17.709  0.4463  -0.0728  0.4548
O  -3.5687  3.936  11.1041  -0.795  0.3248  -0.6402
O  3.9081  1.4779  11.0489  0.1437  0.4328  0.0713
O  8.0316  -0.8091  13.5292  0.7621  -0.4137  0.1823
O  0.9213  17.0166  12.7814  -0.8834  0.3227  -0.6296
O  -4.1389  9.7942  9.0253  -0.9052  -1.0937  -0.0807
O  5.7849  11.0609  12.4956  0.7826  0.4217  -0.1417
O  5.2687  5.6149  10.4535  2.3819  -1.7282  -0.1993
O  5.7281  7.4242  7.7905  0.878  0.4944  -0.1333
O  10.3036  0.9198  11.1478  -0.2676  -0.1555  1.1396
O  10.1902  6.0046  10.6021  -0.1575  -0.1106  0.722
O  4.527  13.0131  13.5475  1.1377  1.7018  1.9169
O  -1.4947  8.1167  13.1213  0.1434  0.9423  0.3703
O  8.2078  6.9198  8.9859  1.551  0.6843  1.7154
O  15.4648  8.2087  9.9571  -0.3319  -2.4112  1.5054
O  0.5169  8.1945  11.4405  0.2476  0.1706  -0.2635
O  0.3511  1.4858  15.895  -0.5506  1.6924  -1.7197
O  1.0436  4.1331  10.913  0.1261  -0.0496  -0.1532
O  2.5768  -2.258  12.8642  -0.243  -0.8214  -0.4941
O  -0.7815  0.8944  13.7378  -1.3684  1.3241  2.183
O  20.6141  -2.1483  17.9643  0.3028  1.3663  -1.4874
O  7.0344  -2.9643  22.0231  0.4883  0.0322  -0.0149
N  6.535  12.0186  15.0152  -0.1883  -0.8007  -0.8278
O  2.4334  -0.9291  10.4775  -1.0671  -0.3042  1.3999
O  0.6498  -0.9898  21.0734  0.8455  0.1426  -1.1516
O  -5.7415  3.3082  16.0364  0.1502  -0.1887  -1.1961
O  2.9173  6.6772  11.2643  -0.0237  0.6914  0.3046
O  5.7324  10.5063  20.0799  0.4085  0.5378  0.5092
O  -2.4842  19.0555  19.9615  0.5799  -0.3583  -1.3373
O  -1.206  4.2323  12.2751  -0.1647  -0.6898  0.2797
O  -1.8755  19.6989  10.6211  -0.5382  -1.135  -1.1551
O  -2.024  14.0285  15.084  0.5551  -0.4519  0.7793
O  7.1627  4.1176  18.0202  0.1165  0.5906  1.1814
O  10.923  5.5803  20.4806  -0.6692  -0.4976  -3.8939
O  -0.8891  9.4941  15.3667  -1.4392  0.0741  -0.8343
O  7.7325  8.0863  15.0964  -0.303  -0.4883  1.1258
O  4.5902  14.3556  18.5663  -0.2436  1.5145  -0.3256
O  7.9121  1.9195  12.7677  -0.8267  -1.7411  -0.4076
O  -1.7076  -4.238  22.042  0.6149  0.2438  -0.7044
N  -2.0972  0.6601  16.3468  1.0738  -1.3338  -0.2558
O  -4.3565  1.7589  17.5777  -0.4588  0.8862  -0.0088
O  1.3491  11.0876  12.789  -1.0095  -0.253  -0.6726
O  6.7331  10.1909  17.4041  0.1225  0.415  -0.2063
O  8.3448  -8.2016  20.0927  -0.3075  0.7885  -0.3301
O  4.435  -1.8436  23.7075  0.5371  -0.543  -0.1478
O  1.181  2.0661  18.2404  -0.0949  -0.8381  -0.2718
O  -3.491  16.5065  15.2759  0.0233  0.9596  1.0917
O  5.4106  -2.6254  18.502  -0.4173  -1.2325  -0.3275

Results
free energy: -39234.228 eV
free energy less fixed offsets of N -289.75, O -463.61, Si -117.95 eV per atom: 5.082 eV
pressure: -1.85 GPa
stress xx, yy, zz, yz, xz, xy (GPa, positive in tension): 1.3, 2.13, 2.12, 0.99, 1.78, -0.65
